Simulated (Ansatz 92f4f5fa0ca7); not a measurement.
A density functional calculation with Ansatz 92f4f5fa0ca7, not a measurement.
Periodic cell of 240 atoms, Si143O91P6, from a study of silicon, its oxide and their interface. The atomic structure is a simulated model.

Settings
functional: PBE
potential files: Ansatz PAW
basis: plane waves
wave-function cutoff: 700 eV
density cutoff ratio: 5
exchange-correlation grid ratio: 1
k mesh: 2 x 2 x 1, shifted by 0.5 0.5 0.5 of a step
self-consistency stop: 5e-08 eV per atom in the density residual
occupations: fixed
spin: none
net charge: 0

Cell vectors (angstrom)
a	11.6015	0	0
b	0	10.938	0
c	0	0	31.8015

Atoms and the computed forces on them: element, x, y, z (angstrom), force x, y, z (eV/angstrom)
Si	0.3109	-0.0515	23.3213	0.0817	-0.0681	-0.0368
P	3.8434	-0.1481	23.1673	-0.059	-0.0459	0.0071
Si	7.8806	0.0197	23.2287	0.0205	-0.0364	-0.0513
P	2.1342	1.3401	23.179	0.0267	0.0422	-0.0074
Si	5.7307	1.1786	23.2978	-0.0666	0.0374	-0.0137
Si	9.9319	1.2469	23.275	0.0115	0.0477	-0.0625
Si	-0.0614	5.1794	23.2119	0.0449	-0.0252	-0.0628
P	3.761	5.4095	22.9261	0.0354	-0.0801	0.0156
Si	7.6062	5.4157	22.9168	0.0244	-0.0444	-0.0557
Si	1.7999	6.7143	23.0227	-0.0546	0.035	0.0225
Si	5.6529	6.7265	23.0897	-0.0175	0.0501	-0.0389
Si	9.6376	6.5377	23.3311	0.0956	0.0364	-0.0324
Si	2.0557	2.6221	25.0733	-0.0035	-0.0393	-0.0185
Si	5.7753	2.7353	25.0565	-0.0221	-0.0722	-0.0109
Si	9.7178	2.6996	25.0936	-0.0611	-0.0209	0.0178
Si	11.7023	3.9252	25.1456	0.0721	0.0614	0.0108
Si	3.8631	4.1824	24.9399	-0.0542	0.0453	-0.0522
Si	7.7448	4.0111	24.8913	-0.0181	0.0452	0.0379
Si	1.9515	8.0823	25.0088	0.0218	-0.0285	-0.0372
Si	5.7844	8.1659	24.9927	-0.0131	-0.0444	0.0298
Si	9.676	8.1583	25.0604	0.0384	-0.0638	-0.0044
Si	11.6629	9.4508	25.1325	0.0208	0.0559	0.0159
Si	3.8485	9.5318	25.0605	-0.0015	0.0438	-0.0247
Si	7.7477	9.5015	25.0617	-0.0497	0.0385	0.0225
Si	11.6141	-0.0112	26.9821	0.0123	-0.0536	-0.0019
Si	3.8747	-0.0404	26.9864	0.0173	-0.0366	0.0201
Si	7.7134	-0.0155	26.9653	0.0062	-0.0486	-0.007
Si	1.9723	1.327	27.0165	0.0208	0.03	0.0158
Si	5.779	1.3609	26.9835	-0.007	0.0496	0.0117
Si	9.6577	1.3217	26.996	-0.005	0.0525	-0.0162
Si	11.6475	5.4481	26.9693	0.0036	-0.0601	-0.0175
Si	3.8927	5.4463	26.9505	-0.0047	-0.0356	0.0174
Si	7.7435	5.4269	26.8845	-0.0088	-0.0632	-0.0301
Si	1.9749	6.8004	26.9831	-0.007	0.0517	0.0027
Si	5.8178	6.8178	26.9508	-0.0085	0.0561	-0.0001
Si	9.6852	6.7847	26.9769	-0.0196	0.0523	-0.0133
Si	1.9336	2.7345	28.9022	0.0338	-0.021	0.1585
Si	5.8008	2.7345	28.9022	-0.0361	-0.0508	0.1543
Si	9.6679	2.7345	28.9022	-0.0139	-0.0839	0.0341
Si	0	4.1018	28.9022	0.0431	-0.0666	0.0478
Si	3.8672	4.1018	28.9022	0.0551	-0.0992	-0.0816
Si	7.7343	4.1018	28.9022	-0.0143	-0.031	-0.3748
Si	1.9336	8.2035	28.9022	0.0429	-0.0702	-0.0668
Si	5.8008	8.2035	28.9022	0.0389	-0.1114	-0.0684
Si	9.6679	8.2035	28.9022	0.0165	-0.1624	-0.0862
Si	0	9.5708	28.9022	0.0423	-0.0302	0.1099
Si	3.8672	9.5708	28.9022	0.0399	-0.188	0.2118
Si	7.7343	9.5708	28.9022	-0.0896	-0.032	0.0186
Si	0	0	30.8358	-0.0013	-0.0565	0.0162
Si	3.8672	0	30.8358	0.0101	-0.0182	0.015
Si	7.7343	0	30.8358	0.0085	-0.0152	0.0098
Si	1.9336	1.3673	30.8358	0.0029	0.0476	0.0001
Si	5.8008	1.3673	30.8358	0.0111	-0.0054	0.021
Si	9.6679	1.3673	30.8358	-0.0054	0.0034	0.0273
Si	0	5.469	30.8358	0.0046	0.005	0.03
Si	3.8672	5.469	30.8358	-0.0043	0.0404	0.0031
Si	7.7343	5.469	30.8358	-0.0121	0.1034	0.0031
Si	1.9336	6.8362	30.8358	-0.0008	0.0921	-0.0863
Si	5.8008	6.8362	30.8358	0.0035	-0.042	-0.0226
Si	9.6679	6.8362	30.8358	-0.0044	0.0184	0.0011
Si	1.9336	2.7345	0.9679	-0.0053	0.0765	-0.0423
Si	5.8008	2.7345	0.9679	0.0204	0.1454	-0.0389
Si	9.6679	2.7345	0.9679	-0.0654	0.1359	0.0033
Si	0	4.1018	0.9679	-0.0579	0.0678	0.1055
Si	3.8672	4.1018	0.9679	0.0692	0.0735	0.0606
Si	7.7343	4.1018	0.9679	-0.0099	0.0786	0.034
Si	1.9336	8.2035	0.9679	-0.0256	-0.0479	-0.3033
Si	5.8008	8.2035	0.9679	0.0508	-0.0065	0.178
Si	9.6679	8.2035	0.9679	-0.027	0.005	0.0424
Si	0	9.5708	0.9679	-0.0335	0.1014	0.0268
Si	3.8672	9.5708	0.9679	0.0095	0.1315	0.1684
Si	7.7343	9.5708	0.9679	-0.0246	0.0752	0.025
Si	11.5634	0.0647	2.8643	0.0043	-0.0528	-0.0343
Si	3.8748	0.0595	2.8934	0.0164	-0.0544	-0.0237
Si	7.7104	0.0315	2.8908	0.0076	-0.0512	-0.0468
Si	1.9154	1.4009	2.9044	0.0037	0.0248	-0.029
Si	5.7992	1.4095	2.9098	0.01	0.0486	-0.0021
Si	9.6363	1.4041	2.9103	-0.0042	0.0383	-0.029
Si	11.5727	5.4702	2.9251	-0.0169	-0.0523	0.0235
Si	3.8863	5.4863	2.9123	0.0091	-0.058	0.039
Si	7.7325	5.4721	2.9253	-0.002	-0.0651	0.0225
Si	1.929	6.8138	2.8478	0.0078	0.0602	0.0277
Si	5.8107	6.8788	2.9558	-0.0063	0.0475	0.0147
Si	9.6503	6.8582	2.9185	0.0058	0.0577	0.0086
Si	1.9138	2.7977	4.8146	0.0234	-0.0254	-0.0139
Si	5.8041	2.7414	4.8801	-0.051	-0.021	0.0017
Si	9.6729	2.6701	4.9142	0.0255	-0.0103	-0.0007
Si	11.5509	4.1356	4.9092	-0.104	0.0724	-0.0006
Si	3.8721	4.1232	4.8651	0.0539	0.0537	-0.0264
Si	7.7522	4.1083	4.8887	0.0237	0.0789	0.0191
Si	1.9359	8.4087	4.5697	-0.0329	-0.0688	0.0033
Si	5.7939	8.2694	4.9277	0.0191	-0.0737	-0.045
Si	9.6171	8.2942	4.8216	0.0136	-0.0586	-0.0052
Si	11.5678	9.6637	4.7853	-0.0008	-0.0079	0.007
Si	3.8839	9.691	4.8554	0.0033	0.0348	0.0152
Si	7.7109	9.6941	4.8681	-0.0397	0.084	0.0199
Si	11.7356	0.1562	6.6644	0.0343	-0.0421	0.0188
Si	3.6975	0.1519	6.8095	-0.0756	-0.0417	0.0087
P	7.8446	-0.0151	6.8178	0.0054	-0.02	0.0216
P	1.9002	1.6418	6.7489	0.0044	0.0304	0.103
Si	5.9106	1.3554	6.8266	0.0781	0.0468	0.0007
P	9.6754	1.3864	6.845	-0.0508	0.0261	-0.0144
Si	11.5476	5.7519	6.6885	0.0674	-0.0661	0.0033
Si	3.6838	5.6248	6.6949	-0.0642	-0.0573	-0.0066
Si	7.7052	5.4989	6.8422	0.0384	-0.0688	0.0533
Si	1.8626	7.0425	6.3864	0.0114	0.0354	0.0658
Si	5.7449	6.883	6.8943	0.0403	0.0725	0.0003
Si	9.5203	7.0545	6.8311	-0.0251	0.0755	0.042
O	0.3481	5.0869	8.1724	-0.0335	0.0109	-0.0298
O	5.8419	7.9297	8.2242	-0.0267	-0.0204	-0.0098
O	7.8272	4.4195	8.148	-0.0508	0.0047	-0.0297
O	6.095	2.3314	8.1625	0.0044	0.0464	0.0142
O	3.161	4.8869	8.1334	0.044	0.0142	-0.0109
O	3.2328	10.2043	8.1629	-0.0214	0.0006	-0.0293
O	1.8912	7.9261	7.7916	-0.0102	0.0172	-0.0102
O	9.307	8.2514	8.0288	0.021	-0.0227	-0.0281
O	0.5481	10.2121	8.031	0.0447	-0.0216	0.0096
O	11.2459	4.3263	21.7997	0.0105	-0.0217	0.0031
O	7.6956	5.0859	21.2526	0.0079	-0.0203	0.0417
O	8.1621	10.1292	21.8021	-0.0294	0.0058	-0.0001
O	10.1378	1.9146	21.7726	-0.0065	0.0111	0.026
O	10.0913	7.0051	21.8047	-0.0869	0.0417	-0.0064
O	1.5461	7.6281	21.6374	-0.0179	0.0121	0.0084
O	5.7924	7.6224	21.6908	0.0158	0.0054	-0.0179
O	5.5314	2.0986	21.9352	0.0407	0.0087	-0.0431
O	0.4662	10.0533	21.906	-0.0135	-0.0208	0.0027
Si	1.8671	9.3532	8.545	-0.0208	-0.004	-0.0115
Si	3.9718	5.2527	9.5035	0.0134	-0.0125	0.0151
Si	5.3284	7.7976	9.7789	-0.001	0.0035	0.003
Si	11.5553	0.5372	13.8667	-0.0038	0.0041	-0.0015
Si	0.868	2.6844	18.3131	0.0037	-0.0024	0.0055
Si	7.7281	6.7546	11.4944	-0.0001	0.0032	-0.0002
Si	8.3772	4.4183	16.7823	-0.011	0.0005	-0.0017
Si	9.84	8.2808	9.5879	-0.0043	0.0053	-0.0088
Si	2.5175	3.7171	11.8175	0.0032	-0.0002	-0.002
Si	10.1571	11.1276	11.0102	-0.0014	0.0011	-0.0061
Si	4.9702	1.0983	15.4899	-0.0005	0.0033	-0.0004
Si	11.3786	3.0684	11.0897	-0.0006	-0.0068	-0.0055
Si	0.1036	5.6955	9.6593	0.0032	-0.0043	0.0022
Si	6.0366	3.7687	14.6869	-0.0007	0.0004	-0.0046
Si	6.6219	3.6563	8.964	-0.0249	-0.0036	-0.0089
Si	2.9706	1.1207	13.1004	0.0018	0.0015	-0.0005
Si	11.7851	4.5687	13.5324	-0.0035	-0.002	0.0008
Si	8.2189	8.7719	13.7396	0.0022	-0.0025	0.0097
Si	7.6135	0.6155	12.2724	0.0024	0	-0.0037
Si	9.7658	7.4394	20.2952	0.0037	-0.0019	0.0168
Si	7.7249	10.4589	20.2573	-0.005	-0.0024	0.0018
Si	1.5981	7.7364	11.209	-0.0007	-0.0001	-0.0022
Si	11.1635	7.5513	13.4517	-0.0024	0.0004	0.0008
Si	6.5406	7.9442	20.2825	-0.005	0.0079	0.0103
Si	3.9251	5.7094	15.5919	0.002	-0.0058	-0.0024
Si	5.89	1.9627	20.3546	-0.0106	-0.001	0.0303
Si	10.6253	3.153	20.8447	0.012	0.0072	-0.0076
Si	0.7709	8.8616	20.8519	-0.005	0.004	-0.0032
Si	1.317	9.0365	15.3271	-0.0008	-0.0012	0.0022
Si	2.4853	9.2052	18.2463	0.001	0.0001	0.0012
Si	0.8963	5.1751	16.4329	0.0006	-0.0003	-0.0004
Si	9.0545	9.903	17.6898	-0.0032	0.0044	0.0073
Si	10.2187	1.6822	16.375	0.0051	0.0009	-0.0077
Si	3.6634	8.1188	13.6003	0.0037	0.0002	0.0044
Si	4.8773	10.1111	11.8425	-0.003	0.0022	0.0012
Si	3.6884	1.1551	18.2588	-0.0003	0.0007	0.0061
Si	4.8381	7.3353	17.8622	-0.0039	-0.0039	0.0032
Si	10.134	6.8141	17.4688	0.0066	-0.008	0.0078
Si	7.3627	3.6817	11.9893	-0.0123	0.0031	-0.0018
Si	7.809	4.185	19.8572	-0.0123	-0.0102	-0.0143
Si	6.5171	9.3842	16.1944	-0.0028	-0.0027	-0.0033
O	8.1646	7.7537	20.2608	-0.0206	-0.0075	-0.0095
O	10.369	9.7642	10.0913	0.0064	-0.0213	-0.0075
O	1.3969	2.9918	10.8634	-0.0083	0.0228	0.0309
O	1.0777	4.1758	17.7008	-0.0084	-0.0149	-0.0155
O	9.7694	8.4381	17.3433	-0.0192	0.0021	-0.0163
O	7.9202	2.2221	12.6272	0.0025	-0.006	-0.0108
O	6.3892	9.5394	19.9661	0.0158	-0.0073	0.0028
O	7.5117	7.5979	12.8631	0.0094	-0.0137	-0.0218
O	3.4481	-0.0226	12.0109	0.0172	0.0044	0.0202
O	10.6261	1.5323	14.7863	0.0075	-0.0102	0.0157
O	8.802	7.6486	10.6576	-0.0023	0.0045	-0.0079
O	8.0393	10.3661	13.346	-0.012	-0.0055	-0.0112
O	0.3881	10.2872	14.8855	0.0081	-0.0057	-0.0107
O	9.0395	10.2594	19.295	-0.0086	0.0058	-0.0029
O	4.2111	6.844	14.447	-0.0174	0.0032	0.0027
O	9.2827	3.5049	19.9892	0.0217	-0.0007	0.011
O	10.8836	4.4688	10.3794	0.0103	-0.0006	0.0072
O	4.5138	1.6588	16.948	-0.0069	-0.0176	-0.0071
O	2.8323	7.643	12.2745	-0.0091	0.0139	0.0109
O	11.7945	4.381	15.1622	0.008	0.0156	-0.0068
O	9.8031	8.3765	13.7646	0.0024	-0.0068	-0.0062
O	2.337	5.6689	15.8862	-0.0003	-0.0122	0.0023
O	4.5442	4.3103	15.0576	0.0121	0.007	0.0001
O	1.4065	6.2218	10.534	0.0048	0.011	0.0069
O	10.9704	8.5208	20.0814	0.009	0.0119	-0.0067
O	0.5506	7.7163	14.7403	-0.0084	0.0133	-0.0183
O	9.9759	6.3912	19.0542	0.0044	0.0133	-0.0307
O	6.3381	6.8915	10.676	0.0099	0.0102	-0.0083
O	7.5106	8.6009	15.1841	-0.0034	0.0169	0.0032
O	7.4568	9.8646	17.4117	-0.0029	-0.0098	-0.025
O	7.2196	1.0497	20.1306	-0.0161	-0.0151	0.0061
O	11.5613	1.8356	17.2744	-0.0057	0.0211	0.0038
O	9.2338	2.9951	16.6239	0.005	0.0013	-0.0131
O	11.0544	3.341	12.6975	0.0205	0.0224	-0.0179
O	2.7721	9.0696	14.5899	-0.0095	-0.0234	-0.0124
O	6.0372	0.3244	11.9478	0.0024	-0.0188	-0.0006
O	6.2583	4.1289	13.1061	0.0087	-0.0122	0.0129
O	5.0518	9.2759	10.4357	0.0033	-0.0213	0.0123
O	1.498	9.0496	16.9446	0.0257	0.0046	-0.0035
O	6.3746	3.4089	19.848	-0.0119	-0.0065	0.0054
O	5.4812	4.7922	9.1058	0.0024	-0.0266	0.0364
O	0.1858	2.7387	19.7873	-0.0155	0.004	-0.01
O	4.6626	5.9616	17.0257	-0.0134	0.0167	-0.006
O	5.7622	10.6329	15.52	0.0044	0.0015	0.0037
O	6.9829	3.1854	10.4794	0.0051	0.0201	-0.0128
O	5.3863	8.415	16.7932	0.0095	-0.0037	0.0093
O	8.5308	11.2597	10.9589	-0.0005	0.0081	0.0315
O	9.226	5.8123	16.5287	0.0095	-0.0048	0.0137
O	10.9821	7.1351	9.5067	-0.0007	-0.001	-0.0061
O	3.4273	10.5086	18.0338	-0.0133	0.0043	0.0021
O	7.7942	4.6696	18.29	0.0022	-0.0013	-0.0192
O	3.9718	6.8804	9.7279	0.0194	-0.0229	-0.0192
O	7.2006	4.4	15.6454	-0.0043	-0.0111	-0.0009
O	10.7518	1.6631	10.5134	-0.0012	0.0028	0.0159
O	0.2677	8.1307	12.0952	0.0168	-0.0195	0.0205
O	3.4237	2.5805	12.5423	-0.0274	-0.0111	-0.0022
O	1.3518	1.169	13.296	0.0102	-0.0184	0.0056
O	10.947	5.946	13.2319	0.0179	-0.0007	0.0033
O	8.127	5.1611	11.7337	-0.0127	0.0062	0.0009
O	4.5911	1.41	19.579	0.0142	0.0065	-0.0176
O	6.031	2.1547	14.8654	-0.0201	0.0148	0.0066
O	2.3063	1.9636	18.4559	-0.0005	-0.006	-0.0134
O	4.9306	9.0153	13.0689	-0.0306	0.005	-0.0195
O	5.8539	7.0593	19.1026	-0.0014	0.0257	-0.0007
O	3.3981	7.8648	18.4083	0.0122	0.015	-0.0199
O	0.0586	6.4557	17.0138	-0.0082	-0.0131	-0.0066
O	9.6166	0.2223	16.8253	-0.0026	-0.0055	0.0121
O	3.5538	4.5181	10.874	-0.0097	0.0092	-0.0143
O	1.734	4.624	12.9545	-0.016	-0.024	-0.0055
O	10.7404	0.0182	12.5383	0.0053	0.0139	-0.0047
O	3.6573	0.9102	14.5538	0.0118	0.0117	-0.0132
O	1.7025	9.4181	19.645	0.0023	-0.0119	-0.0057
O	1.8031	8.9681	10.1361	-0.0038	-0.0099	0.0078

Results
free energy: -147212.620 eV
free energy less fixed offsets of O -569.03, P -756.45, Si -635.61 eV per atom: 0.040 eV

The program warned: the cutoff lies below the one the program advises for these potential files; the exchange-correlation potential is rough where the density is thin.
